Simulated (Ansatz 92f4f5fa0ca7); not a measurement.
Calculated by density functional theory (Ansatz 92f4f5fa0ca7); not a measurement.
Periodic cell of 348 atoms, Si240O108, from a study of silicon, its oxide and their interface. The atomic structure is a simulated model.
This geometry differs little from another in the collection (a relaxation step or a small displacement).

Settings
functional: PBE
potential files: Ansatz PAW
basis: plane waves
wave-function cutoff: 700 eV
density cutoff ratio: 5
exchange-correlation grid ratio: 1
k mesh: 2 x 2 x 1, shifted by 0.5 0.5 0.5 of a step
self-consistency stop: 5e-08 eV per atom in the density residual
occupations: fixed
spin: none
net charge: 0

Cell vectors (angstrom)
a  11.6015  0  0
b  0  13.3963  0
c  0  0  40.3823

Atoms and the computed forces on them: element, x, y, z (angstrom), force x, y, z (eV/angstrom)
Si  0  2.2327  1.1851  -0.0038  -0.0032  0.0017
Si  3.8672  2.2327  1.1851  0.0047  -0.0015  0.0132
Si  7.7343  2.2327  1.1851  0.0097  -0.013  -0.0169
Si  1.9336  5.5818  1.1851  -0.0028  0.0117  -0.0152
Si  5.8008  5.5818  1.1851  -0.0006  -0.0007  0.0131
Si  9.6679  5.5818  1.1851  0.0077  -0.0173  -0.013
Si  0  8.9308  1.1851  0.0045  -0.0011  0.0012
Si  3.8672  8.9308  1.1851  -0.0066  0.0117  -0.0245
Si  7.7343  8.9308  1.1851  0.0002  0.0108  0.0103
Si  1.9336  12.2799  1.1851  0.0089  0.0005  0.0001
Si  5.8008  12.2799  1.1851  0.0048  -0.0056  0.0252
Si  9.6679  12.2799  1.1851  0.0129  -0.0006  -0.0187
Si  1.9336  1.1164  1.9745  -0.0296  -0.0077  -0.0025
Si  5.8008  1.1164  1.9745  0.0267  0.0387  -0.0055
Si  9.6679  1.1164  1.9745  -0.0229  0.0081  0.0061
Si  0  4.4654  1.9745  -0.0214  0.0448  0.0025
Si  3.8672  4.4654  1.9745  -0.006  0.0181  -0.0025
Si  7.7343  4.4654  1.9745  0.0223  0.0192  -0.0044
Si  1.9336  7.8145  1.9745  0.0205  -0.0342  0.0073
Si  5.8008  7.8145  1.9745  -0.0235  0.0186  -0.0031
Si  9.6679  7.8145  1.9745  0.0113  0.013  -0.002
Si  0  11.1635  1.9745  -0.0583  0.0052  0.0042
Si  3.8672  11.1635  1.9745  -0.0274  -0.0618  0
Si  7.7343  11.1635  1.9745  0.0051  -0.0103  0.0052
Si  1.9336  1.1164  4.3426  -0.0913  0.0038  -0.0033
Si  5.8008  1.1164  4.3426  0.0819  0.105  -0.0281
Si  9.6679  1.1164  4.3426  -0.0486  0.0287  -0.1794
Si  0  4.4654  4.3426  -0.0426  0.1409  -0.1002
Si  3.8672  4.4654  4.3426  -0.0154  0.1015  0.0373
Si  7.7343  4.4654  4.3426  0.0466  0.0779  0.0007
Si  1.9336  7.8145  4.3426  0.0325  -0.0781  -0.1469
Si  5.8008  7.8145  4.3426  -0.0702  0.069  0.1175
Si  9.6679  7.8145  4.3426  0.0227  0.0546  0.1472
Si  0  11.1635  4.3426  -0.1834  0.0025  -0.0787
Si  3.8672  11.1635  4.3426  -0.0575  -0.1659  -0.0895
Si  7.7343  11.1635  4.3426  0.0012  0.0038  0.0684
Si  0  0  36.0417  0.0891  -0.0974  0.0925
Si  3.8672  0  36.0417  -0.0203  -0.0484  0.0791
Si  7.7343  0  36.0417  0.0593  -0.0536  0.0022
Si  1.9336  3.3491  36.0417  0.0314  -0.0383  -0.0559
Si  5.8008  3.3491  36.0417  0.0247  0.0101  0.1295
Si  9.6679  3.3491  36.0417  0.0362  -0.0715  -0.0068
Si  0  6.6981  36.0417  -0.0145  -0.0425  -0.0687
Si  3.8672  6.6981  36.0417  0.0462  0.0069  -0.0795
Si  7.7343  6.6981  36.0417  0.0336  0.0638  0.0865
Si  1.9336  10.0472  36.0417  -0.0829  0.0635  0.0887
Si  5.8008  10.0472  36.0417  0.077  -0.0696  -0.0843
Si  9.6679  10.0472  36.0417  0.0314  -0.0588  -0.0442
Si  0  0  38.4099  0.0341  -0.0274  -0.0048
Si  3.8672  0  38.4099  -0.0089  -0.0126  0.0028
Si  7.7343  0  38.4099  0.0237  -0.0112  0.0013
Si  1.9336  3.3491  38.4099  0.008  0.0001  -0.0037
Si  5.8008  3.3491  38.4099  0.0154  0.0008  -0.0024
Si  9.6679  3.3491  38.4099  0.0026  -0.0246  0.0006
Si  0  6.6981  38.4099  -0.0058  -0.0144  -0.0018
Si  3.8672  6.6981  38.4099  0.0098  0.0131  -0.0026
Si  7.7343  6.6981  38.4099  0.0139  0.0291  -0.0102
Si  1.9336  10.0472  38.4099  -0.0296  0.0307  -0.0045
Si  5.8008  10.0472  38.4099  0.0228  -0.0191  0.0041
Si  9.6679  10.0472  38.4099  0.0131  -0.0118  -0.0025
Si  0  2.2327  39.1993  -0.0025  0.0012  -0.0035
Si  3.8672  2.2327  39.1993  0.0012  -0.0003  -0.0033
Si  7.7343  2.2327  39.1993  -0.0082  0.0125  0.0104
Si  1.9336  5.5818  39.1993  -0.0006  -0.009  -0.0052
Si  5.8008  5.5818  39.1993  0.0047  -0.0043  -0.0034
Si  9.6679  5.5818  39.1993  -0.0089  0.0141  -0.0019
Si  0  8.9308  39.1993  0.0025  0.0042  0.0046
Si  3.8672  8.9308  39.1993  -0.0015  -0.0085  -0.0091
Si  7.7343  8.9308  39.1993  -0.0005  -0.0125  0.0087
Si  1.9336  12.2799  39.1993  -0.0093  -0.0035  0.0281
Si  5.8008  12.2799  39.1993  -0.0078  0.0091  -0.0117
Si  9.6679  12.2799  39.1993  -0.0081  0.0051  0.0024
Si  0.0963  -0.1292  28.8232  0.0409  -0.0194  -0.0589
Si  3.886  -0.0439  28.9471  0.004  -0.0008  -0.0498
Si  7.6769  0.0638  29.0552  -0.0396  -0.0117  -0.0729
Si  2.0164  3.4386  29.0728  -0.0243  0.0198  -0.0786
Si  5.9596  3.2032  29.0327  0.0176  -0.0222  -0.0523
Si  9.7993  3.2253  28.9398  0.0028  -0.0049  -0.0446
Si  0.0389  6.6685  29.0201  -0.0054  -0.0056  -0.07
Si  3.9389  6.6249  28.9596  -0.0151  -0.016  -0.0636
Si  7.8203  6.7051  28.8997  0.0146  0.0172  -0.064
Si  1.9892  9.9217  28.9594  0.0342  -0.009  -0.0637
Si  5.8389  10.0729  28.9698  -0.0061  -0.0035  -0.0818
Si  9.6633  10.0513  28.7096  -0.016  -0.0205  -0.0717
Si  0.1319  2.127  29.6723  0.0096  0.0019  0.0137
Si  3.9297  2.202  29.7274  -0.0156  -0.0067  0.0191
Si  7.8759  2.2226  29.9308  0.0399  0.0118  -0.0239
Si  1.9889  5.6305  29.8794  0.0029  -0.0106  -0.0222
Si  5.8966  5.5058  29.6415  0.0152  0.0068  0.0327
Si  9.7126  5.5  29.686  -0.016  -0.004  0.0188
Si  -0.0285  8.9341  29.667  -0.0297  0.0021  0.0118
Si  3.9431  8.866  29.7337  0.0131  0.0225  0.0032
Si  7.7887  8.9365  29.6727  0.0081  -0.0205  0.0034
Si  1.9816  12.1803  29.7167  0.022  -0.0067  0.0015
Si  5.8067  12.2681  29.8291  -0.0389  -0.0089  -0.0285
Si  9.6727  12.2692  29.5605  -0.012  0.0207  0.0571
Si  0.0587  2.1773  32.0611  -0.0084  0.023  -0.0182
Si  3.9017  2.2104  32.1016  -0.0099  0.0209  -0.0245
Si  7.8043  2.2178  32.244  -0.0027  0.0063  -0.0068
Si  1.9639  5.5996  32.202  -0.0046  -0.0027  -0.009
Si  5.8463  5.5417  32.0442  -0.0018  0.0182  -0.0259
Si  9.6934  5.5379  32.0696  0.0052  0.0193  -0.0187
Si  -0.0035  8.9298  32.0563  -0.0108  0.007  -0.0215
Si  3.9076  8.8959  32.1016  0.0031  0.01  -0.0181
Si  7.7725  8.922  32.0579  -0.0006  0.0145  -0.0218
Si  1.9572  12.2356  32.0892  0.0184  0.0194  -0.0152
Si  5.8037  12.2626  32.1688  0.0042  0.0044  -0.0131
Si  9.6779  12.2588  31.9922  -0.0047  0.0056  -0.0279
Si  1.9756  1.078  32.8847  0.0009  -0.0183  0.0086
Si  5.828  1.1059  32.9214  -0.0077  -0.0003  -0.0077
Si  9.7367  1.0654  32.8952  0.0107  -0.0072  -0.0003
Si  0.0237  4.4235  32.8744  0.0005  -0.0049  0.0004
Si  3.9084  4.4511  32.8895  0.0106  -0.0093  -0.0034
Si  7.7654  4.4674  32.9194  0.0007  -0.0024  0.0044
Si  1.9417  7.8403  32.9018  -0.0096  0.0038  -0.0015
Si  5.8441  7.7797  32.8579  0.0041  -0.0077  0.0048
Si  9.6892  7.7859  32.8603  0.0063  -0.0154  0.0047
Si  -0.0048  11.154  32.8554  -0.0099  -0.0039  0.0088
Si  3.8779  11.125  32.9087  -0.0103  -0.0069  -0.0074
Si  7.7645  11.1487  32.871  0.0265  -0.0069  0.001
Si  1.9366  1.1111  35.2522  0.0008  0.0152  -0.0082
Si  5.8004  1.1162  35.2731  -0.0013  0.0066  -0.0005
Si  9.6812  1.1035  35.2586  0.0025  0.0134  -0.0012
Si  -0.0012  4.4568  35.2459  -0.0013  0.011  -0.0028
Si  3.8762  4.4624  35.2547  0.0036  0.0106  -0.0038
Si  7.7357  4.4721  35.2729  -0.0002  0.0103  -0.0075
Si  1.9317  7.825  35.2627  -0.0037  0.0045  -0.0092
Si  5.808  7.8075  35.2374  0.0016  0.0117  -0.0063
Si  9.6691  7.8093  35.2387  0.0029  0.0154  -0.0069
Si  -0.0044  11.1637  35.2365  -0.0036  0.0155  -0.0098
Si  3.8656  11.1569  35.2658  -0.0005  0.0092  -0.0001
Si  7.7422  11.162  35.2452  0.0058  0.0099  -0.0073
Si  -0.0149  0.0007  5.1221  -0.0072  -0.0115  0.0033
Si  3.8716  -0.0102  5.0866  0.0002  -0.0004  0.0008
Si  7.7371  0.0027  5.1275  0.0001  -0.0191  0.0084
Si  1.9221  3.355  5.1121  -0.0053  -0.0066  0.0034
Si  5.805  3.3626  5.1316  0.0053  -0.0127  -0.0006
Si  9.6743  3.3466  5.1225  0.0047  -0.0138  0.0088
Si  0.0101  6.7081  5.1447  0.0048  -0.007  0.0025
Si  3.8637  6.7019  5.1538  -0.0026  -0.0146  0.01
Si  7.7309  6.7057  5.139  -0.0039  -0.0082  0.0045
Si  1.9117  10.0371  5.1081  -0.0085  -0.0052  0.0073
Si  5.7975  10.057  5.1472  0.0056  -0.0089  0.004
Si  9.6631  10.0502  5.1596  0.0023  -0.013  0.013
Si  -0.0664  0.0042  7.4828  -0.0154  0.0027  -0.0046
Si  3.8584  -0.0146  7.4232  0.0097  -0.0089  0.0108
Si  7.7269  0.0343  7.4922  0.0162  0.0232  -0.011
Si  1.8913  3.3705  7.4658  -0.0097  0.0149  0.0064
Si  5.7999  3.4117  7.4975  0.0285  0.0068  0.0096
Si  9.6821  3.3573  7.4843  -0.0035  -0.002  -0.0073
Si  0.0239  6.7287  7.5221  0.0186  0.0006  -0.0029
Si  3.8437  6.7282  7.5384  -0.01  0.0167  0.0031
Si  7.7177  6.7394  7.5127  -0.0423  0.006  -0.0027
Si  1.8087  10.0317  7.4594  -0.0145  -0.0161  -0.0021
Si  5.7395  10.1005  7.5263  -0.0049  0.0058  0.0096
Si  9.6042  10.0644  7.5511  0.0126  0.0127  -0.0097
Si  -0.0032  2.2136  8.3078  0.0162  -0.0176  0.0275
Si  3.8424  2.2307  8.0893  -0.0173  -0.0006  0.0018
Si  7.7386  2.2773  8.2635  0.003  -0.0274  0.0075
Si  1.9342  5.5699  8.3661  -0.0221  -0.0071  0.0128
Si  5.7904  5.6509  8.352  -0.0016  -0.0165  0.0092
Si  9.6845  5.6078  8.1976  0.0012  -0.0014  0.0116
Si  -0.1023  8.932  8.4165  0.0048  -0.0087  0.04
Si  3.7543  9.0022  8.2482  0.0259  -0.0107  0.0127
Si  7.6535  8.9709  8.3373  0.026  -0.0171  0.0275
Si  1.8872  12.2728  8.1243  -0.0068  0.0127  0.0095
Si  5.8012  12.3566  8.3149  0.0003  -0.0254  0.0127
Si  9.6116  12.2972  8.3694  -0.0135  -0.0141  0.026
Si  0.0202  2.1195  10.6973  0.0133  0.0442  -0.0382
Si  3.8466  2.1454  10.3812  -0.0209  0.0305  0.0323
Si  7.7875  2.3367  10.6233  0.0217  0.0253  -0.0241
Si  1.9651  5.3168  10.767  0.0334  0.0996  -0.0144
Si  5.749  5.6852  10.7474  -0.0105  -0.0529  0.0111
Si  9.7186  5.5917  10.5244  0.0445  -0.0142  0.0314
Si  -0.2732  8.9474  10.8563  -0.0646  0.0322  -0.038
Si  3.6833  9.1965  10.5874  0.0726  0.0016  0.0044
Si  7.5473  8.9778  10.7242  -0.0403  0.018  0.0053
Si  1.8293  12.2327  10.4333  -0.0179  -0.0214  0.0423
Si  5.8251  12.4753  10.7053  0.0701  0.0192  -0.0234
Si  9.5424  12.3091  10.7844  -0.0663  0.0286  -0.0625
Si  2.0156  0.9641  11.3198  0.0526  -0.0182  0.068
Si  5.8068  1.3823  11.3656  0.0085  0.0181  0.068
Si  9.6352  1.1533  11.5211  -0.0867  0.0146  0.0851
Si  -0.0492  4.3292  11.4393  -0.0808  -0.0837  0.0669
Si  3.9506  4.2574  11.3475  0.0959  -0.0145  0.0142
Si  7.7901  4.5845  11.3465  0.002  0.0089  0.036
Si  1.7997  8.3202  11.7311  0.0946  -0.0401  0.0415
Si  5.4901  8.0209  11.4508  -0.0379  0.0868  0.0082
Si  9.3369  7.6817  11.5474  -0.0285  -0.0035  0.0678
Si  -0.0893  11.2296  11.4428  -0.0032  0.0023  0.0663
Si  3.8547  11.4161  11.304  0.0129  -0.0178  0.0538
Si  7.5871  11.1978  11.6237  -0.0546  -0.042  0.0853
O  2.1655  -20.0603  11.5858  -0.1062  -0.0091  -0.012
O  5.1081  8.5631  12.9944  0.0596  -0.0276  0.0156
O  9.575  1.2725  13.1847  0.0276  -0.0248  -0.0037
O  8.8096  7.2719  13.1092  0.0408  -0.0231  -0.0204
O  2.347  0.5365  12.9087  -0.0043  -0.0067  -0.0201
O  5.6346  2.0517  12.9135  0.0049  -0.027  0.0011
O  1.7496  8.6266  13.3685  -0.0135  -0.0269  -0.011
O  0.0301  11.3406  13.0965  -0.0023  -0.0026  0.0027
O  3.8699  11.6727  12.9631  -0.0043  0.0157  0.0022
O  -0.1141  4.1252  13.0999  -0.0029  0.0241  -0.0196
O  8.1027  4.6816  12.9869  -0.0263  0.0114  0.0233
O  7.3364  11.2273  13.2882  0.0259  -0.0165  -0.0307
O  6.2061  2.8497  27.4115  -0.0216  -0.001  -0.0085
O  2.0774  9.7483  27.3126  -0.0219  0.0099  -0.0129
O  -4.3095  0.3266  27.4417  0.0285  0.0296  0.0051
O  11.6092  6.6083  27.371  0.0068  0.0129  0.0009
O  7.9016  6.9026  27.2362  -0.0101  -0.0141  0.0156
O  0.2896  13.0487  27.1782  -0.0282  0.0065  0.0011
O  9.6252  10.0492  27.0201  -0.0079  0.0208  0.0252
O  3.8627  6.5947  27.2902  0.0292  -0.0061  0.0094
O  5.8289  10.2054  27.3171  0.0051  0.0166  0.0153
O  9.9081  2.9572  27.2851  -0.025  0.015  0.0205
O  -21.1972  -9.5408  27.4771  0.0094  -0.0048  0.0184
O  3.857  -0.0627  27.2795  0.0201  0.0083  0.0134
Si  6.3297  15.1542  17.3677  0.0004  0.0008  -0.002
Si  1.0522  7.8343  14.6233  -0.002  -0.0142  0.0196
Si  9.2329  10.7557  25.5733  -0.001  0.0119  -0.0183
Si  3.2034  8.5041  16.7263  -0.0066  0.0039  0.001
Si  -3.3789  -0.6081  16.5865  -0.002  -0.0016  0.0021
Si  9.1383  3.1967  25.8642  0.0021  0.003  -0.0116
Si  7.6521  10.4903  14.7245  -0.0013  -0.0139  0.0163
Si  4.8079  6.1043  18.1102  -0.0006  -0.0024  0.0014
Si  11.1538  10.0284  20.3414  0.0013  -0.0001  0.0013
Si  10.1018  3.5353  23.0204  0.0017  0.001  -0.0013
Si  3.8132  1.6687  15.5157  0.0011  0.0014  -0.0005
Si  4.237  8.7153  24.2985  0.0019  -0.0068  -0.0044
Si  10.9079  3.2036  16.6562  -0.0012  0.0025  0.004
Si  7.5793  6.0138  25.9037  -0.0065  -0.0023  -0.0049
Si  0.4215  11.9886  14.5424  -0.0009  0.0031  0.0071
Si  6.7697  1.5862  26.5245  -0.0009  0.0052  0.0003
Si  5.8655  5.5736  15.3381  -0.0039  -0.0072  -0.0039
Si  9.4821  6.4321  23.7758  -0.0027  0.0009  -0.005
Si  8.5508  5.8928  13.9925  -0.0083  -0.0197  -0.0026
Si  -3.9431  6.5736  19.2342  0.0013  -0.0021  0.0001
Si  3.0998  12.8036  13.852  0.0038  -0.0091  0.0023
Si  3.4285  3.8292  19.7969  -0.0005  0.0061  0.0002
Si  8.4731  3.6697  18.4871  0.0002  0.0032  -0.0002
Si  1.2692  2.8375  21.7943  0.0009  0.0032  -0.0007
Si  3.483  -0.9953  20.7549  -0.0007  -0.0018  0.002
Si  11.6819  12.4714  25.6583  0.0016  0.0069  -0.0071
Si  7.4841  9.0427  20.704  -0.0014  0.0011  -0.0006
Si  1.6489  9.6411  25.7487  0.0078  -0.0028  0.0091
Si  1.8834  2.0689  17.796  0.0007  -0.0002  0.0018
Si  4.7007  3.363  13.3744  0.0284  -0.0001  0.0048
Si  2.5881  10.1709  19.242  -0.0025  -0.0002  -0.0041
Si  -1.7724  12.7165  19.4509  -0.0009  0  0.0006
Si  4.414  6.0157  25.8583  0.0087  -0.0026  -0.0031
Si  4.4259  13.3539  25.7464  0.0005  0.0005  -0.0141
Si  1.9027  1.2878  24.4018  -0.0025  0.0013  -0.0037
Si  4.434  9.6808  21.3994  -0.0011  -0.001  0.0007
Si  1.0656  0.4547  20.004  0.0001  -0.0007  -0.0001
Si  8.4879  15.0957  20.9177  -0.0001  -0.0034  0.0035
Si  9.7203  9.252  22.7726  0.0026  -0.0022  -0.0039
Si  10.4077  9.7352  15.6419  -0.0032  0.0027  -0.0003
Si  6.0556  10.6553  25.7705  -0.0066  -0.0042  -0.0046
Si  9.3159  8.7616  18.5017  -0.0011  -0.0024  -0.0002
Si  5.4671  14.8634  20.3192  -0.001  -0.0019  0.0023
Si  5.2773  8.5016  14.6138  -0.0035  0  -0.0077
Si  2.182  4.1206  25.8944  0.0008  -0.0061  -0.0014
Si  -0.1632  5.0413  14.4471  0.0026  0.008  0.0138
Si  0.3403  6.6924  25.7916  -0.0042  0.0039  0.0026
Si  10.1296  14.2815  14.6656  0.0001  -0.0059  0.006
O  9.03  0.1791  20.6027  0.007  0.0032  -0.0175
O  4.5516  0.2288  20.8551  -0.0068  0.0055  -0.0076
O  0.256  4.219  15.7901  -0.0194  -0.0065  -0.0142
O  -0.2525  13.2695  19.2659  -0.014  0.0089  0.0051
O  2.4321  1.6162  16.3525  0.019  0.0049  0.0148
O  1.3139  5.4275  25.4177  -0.0063  -0.0024  0.0218
O  11.045  9.8133  21.9675  -0.0283  -0.0064  -0.0159
O  7.2331  16.4996  17.5799  0.0131  -0.0228  0.0156
O  3.5373  2.796  14.3684  0.0353  -0.0115  0.0029
O  -3.5886  4.9903  19.3275  -0.0012  0.0009  -0.0203
O  1.9399  -0.4657  21.0547  0.0188  0.0094  -0.0208
O  4.0837  5.2569  19.3207  0.0138  0.0022  -0.011
O  3.2187  0.3799  24.7417  -0.0023  0.0042  0.0139
O  3.7156  4.5708  25.5268  -0.0154  0.0191  0.021
O  4.1832  9.2107  15.6084  -0.0111  -0.0149  0.0165
O  4.1145  0.2036  14.8502  -0.0302  0.0156  -0.009
O  4.2499  8.7107  22.6789  0.0046  0.0243  0.0077
O  5.0773  11.9051  25.3829  0.0063  -0.0004  0.0226
O  -3.9599  7.3894  20.67  0.0068  0.0214  -0.0199
O  1.0664  10.3194  19.8324  0.0052  -0.0102  -0.005
O  9.648  9.802  24.3071  -0.0077  0.0145  0.0028
O  2.1074  0.8125  18.8041  -0.0183  0.0242  0.0061
O  5.9978  5.7058  25.8825  0  0.0184  -0.0037
O  5.9717  9.597  20.8711  -0.0084  -0.0051  0.0092
O  5.6016  4.3839  14.275  -0.0141  0.0007  0.0237
O  9.4206  5.0238  22.94  0.0146  -0.0019  0.0252
O  9.2034  13.1432  15.3464  0.0037  0.0209  0.0048
O  8.0459  6.7464  24.5192  0.0191  -0.0186  0.0149
O  9.9284  5.5385  14.7516  0.0108  0.003  -0.0246
O  4.631  2.8678  20.3521  -0.0041  -0.0139  -0.0092
O  0.8289  6.2895  14.1776  -0.0204  0.0091  0.0207
O  9.8508  7.6301  22.7595  -0.0115  0.0074  0.0245
O  10.5881  8.7119  19.5402  -0.0174  0.0276  -0.007
O  -1.8047  9.458  17.122  0.002  -0.0098  -0.0091
O  11.3607  11.0642  15.7165  -0.0086  -0.0115  -0.0252
O  6.7122  9.1799  14.9581  -0.0015  0.0217  -0.0066
O  0.8318  11.0234  25.4008  0.0005  0.0054  0.0092
O  6.8605  1.6385  21.1758  0.0096  -0.0003  -0.0277
O  2.3131  3.8614  21.0226  -0.0066  -0.0276  -0.0071
O  -1.507  11.218  19.9957  0.0033  -0.0064  0.0029
O  2.9868  9.6137  24.8293  -0.0066  -0.0136  0.0179
O  5.0581  2.1354  16.4431  -0.0102  -0.0132  -0.0025
O  5.6343  9.3771  24.8415  -0.0192  0.0211  0.0143
O  7.1518  13.9879  16.6293  0.0066  0.0001  0.0146
O  2.7167  3.3184  18.4183  -0.012  -0.0237  0.0099
O  8.4095  4.6316  25.9951  -0.0064  -0.0077  -0.0048
O  7.4787  11.4216  16.0707  0.012  -0.0056  -0.0146
O  -0.3808  8.474  15.0354  0.0284  0.0021  0.0038
O  9.1919  9.9885  14.6004  -0.0082  0.011  0.0275
O  9.0112  12.6742  18.025  0.0003  0.0085  -0.0002
O  -2.8152  7.2374  18.2384  -0.0136  0.02  0.0305
O  0.8695  8.2163  25.4597  0.0052  -0.0006  0.0195
O  -1.8379  3.9668  17.5363  -0.0022  -0.0231  0.0011
O  11.6417  3.6648  22.4766  -0.0068  -0.0184  0.0013
O  10.0793  12.164  25.4297  0.0131  -0.0331  0.0108
O  8.0541  9.5451  19.2346  0.0212  -0.0272  0.0195
O  0.2983  2.4157  17.6727  0.0111  0.0052  -0.0142
O  -2.7316  2.5398  19.5773  -0.0127  0.0059  0.0049
O  10.6013  6.3969  24.9466  0.008  0.0136  -0.0022
O  5.8448  14.5218  18.7793  0.0016  0.0254  0.0049
O  0.5731  1.8299  20.7208  0.0287  -0.0053  -0.0005
O  2.0251  11.9921  14.7692  -0.0087  0.0103  -0.0276
O  3.3534  11.6308  19.2988  -0.0106  -0.0283  0.027
O  5.2934  5.1842  16.8253  -0.006  0.0227  0
O  10.1708  16.5116  24.6074  -0.0224  0.0147  -0.004
O  4.0061  11.2318  21.7909  -0.0001  -0.0171  -0.0273
O  9.2232  2.4219  22.1926  0.0022  0.0071  -0.0058
O  2.016  1.8572  22.8731  -0.0141  0.0101  0.0029
O  3.8584  7.3267  17.6314  0.0001  0.0007  0.0016
O  5.5786  1.0893  25.5503  -0.001  -0.0174  0.0279
O  8.3534  9.6382  21.955  0.0134  -0.0189  -0.007
O  4.0905  7.1555  24.7445  0.0101  0.0072  0.0171
O  6.1587  6.7986  18.6691  0.0077  -0.0226  0.0002
O  2.602  9.6526  17.7115  0.0144  -0.0189  0.0107
O  -1.4458  15.6  15.6099  0.0141  -0.011  0.0028
O  5.0731  6.9211  14.9212  0.0173  -0.0171  0.0056
O  8.0064  2.0627  25.5913  0.0006  0.0142  0.0337
O  7.452  5.9818  15.2037  -0.0058  -0.0087  -0.0191
O  0.624  0.2678  24.6561  0.0143  -0.0036  0.0156
O  1.7924  2.6747  25.2599  0.008  0.0021  -0.0005
O  1.9696  7.8211  15.9416  0.0035  0.0214  -0.0172
O  7.6249  11.0421  25.5172  0.0042  -0.0214  0.0134
O  -0.0153  0.1667  14.5832  -0.0218  -0.0125  -0.0046
O  3.4288  9.1541  20.2166  0.0038  0.0376  0.0033

Results
free energy: -214018.468 eV
free energy less fixed offsets of O -569.03, Si -635.61 eV per atom: -16.828 eV

The program warned: the cutoff lies below the one the program advises for these potential files; the exchange-correlation potential is rough where the density is thin.
